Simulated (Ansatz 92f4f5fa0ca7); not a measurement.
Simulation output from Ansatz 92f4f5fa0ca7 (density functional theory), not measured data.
Periodic cell of 189 atoms, Si117O72, from a study of silicon, its oxide and their interface. The atomic structure is a simulated model.
This geometry differs little from another in the collection (a relaxation step or a small displacement).

Settings: functional r2SCAN; potential files Ansatz norm-conserving; basis plane waves; wave-function cutoff 1300 eV; density cutoff ratio 4; exchange-correlation grid ratio 1; k mesh 2 x 2 x 1, shifted by 0.5 0.5 0.5 of a step; self-consistency stop 5e-08 eV per atom in the density residual; occupations Fermi-Dirac, 0.05 eV; spin none; net charge 0.

Cell vectors (angstrom)
a  11.5403  0  0
b  0  11.5403  0
c  1.5799  2.89  24.9258

Atoms: element, x, y, z (angstrom)
Si  -0.1376  7.0008  0.1037
Si  -0.2945  10.1266  -0.3118
Si  0.1792  3.8788  -0.2565
Si  3.6159  7.3451  -0.3464
Si  3.5861  10.4992  -0.6267
Si  4.0989  14.2534  -0.2063
Si  7.5444  7.1476  -0.1151
Si  7.3971  10.3729  -0.388
Si  7.6424  3.9721  -0.2563
Si  1.8566  7.0415  1.2266
Si  1.703  10.7855  0.8663
Si  1.987  3.1726  1.1395
Si  5.5534  7.1067  1.0727
Si  5.485  10.8701  0.9037
Si  5.7895  3.5134  1.1704
Si  9.4155  7.0536  1.2913
Si  9.3536  10.7626  0.9376
Si  9.6356  3.3541  0.8987
Si  1.793  9.0161  2.4459
Si  1.7378  12.7361  2.3238
Si  1.9185  5.0967  2.51
Si  5.5481  9.0229  2.432
Si  5.6566  12.8705  2.3026
Si  5.5996  5.3036  2.5823
Si  9.4196  9.0234  2.5062
Si  9.4819  12.8358  2.1989
Si  9.5219  5.0895  2.5056
Si  -0.1437  9.0146  3.8008
Si  -0.1782  12.7936  3.6808
Si  -0.06  5.1333  3.8215
Si  3.676  9.0234  3.8524
Si  3.7102  12.7986  3.6889
Si  3.7278  5.1701  3.9504
Si  7.4831  9.0155  3.8153
Si  7.5899  12.83  3.6586
Si  7.576  5.1755  3.8411
Si  -0.125  7.0915  5.1472
Si  -0.1429  10.9346  5.1463
Si  -0.1068  3.1599  5.1119
Si  3.6656  7.1218  5.2297
Si  3.7115  10.9544  5.1669
Si  3.717  3.1479  5.1339
Si  7.559  7.1045  5.1836
Si  7.5592  10.9552  5.1251
Si  7.5654  3.1851  5.0962
Si  1.7373  7.1291  6.5739
Si  1.7798  10.9371  6.5351
Si  1.8011  3.1412  6.5167
Si  5.615  7.0895  6.5189
Si  5.646  10.9191  6.5053
Si  5.6446  3.1882  6.4733
Si  9.5045  7.1147  6.514
Si  9.4823  10.9447  6.5064
Si  9.4989  3.1937  6.4577
Si  1.7362  9.0582  7.9785
Si  1.8252  12.799  7.9687
Si  1.7342  5.1221  7.8037
Si  5.5724  8.9912  7.8903
Si  5.7147  12.8326  7.8408
Si  5.571  5.1322  7.8057
Si  9.4756  9.0393  7.8923
Si  9.5594  12.8558  7.8854
Si  9.4893  5.1417  7.7855
Si  -0.2087  9.1668  9.3587
Si  -0.1103  12.878  9.3616
Si  -0.1565  5.1134  9.1939
Si  3.6781  8.9318  9.3408
Si  3.8496  12.7154  9.2368
Si  3.6254  5.1197  9.1782
Si  7.5118  8.9958  9.2016
Si  7.6297  12.8481  9.2019
Si  7.5319  5.1853  9.0905
Si  -0.3592  7.0967  10.407
Si  -0.1591  11.0898  10.9498
Si  0.0013  3.2876  10.7371
Si  3.4929  6.9365  10.6991
Si  3.9242  10.8123  10.722
Si  3.8256  3.1656  10.4191
Si  7.3344  7.0646  10.5286
Si  7.6205  10.9088  10.5275
Si  7.7088  3.294  10.436
Si  1.353  7.0347  11.9334
Si  2.036  11.3797  12.0252
Si  2.1324  2.9652  12.0165
Si  5.4703  6.6033  11.9815
Si  6.0255  10.458  12.2092
Si  5.7651  3.5472  11.6519
Si  9.2802  6.8269  11.7689
Si  9.1675  11.2709  12.2825
Si  9.4958  3.679  11.9463
Si  -0.0102  9.1209  19.2657
Si  3.7334  8.3063  17.2608
Si  6.7838  1.3278  13.5944
Si  8.2521  8.9014  13.7849
Si  6.9895  10.698  18.1112
Si  7.7019  7.9764  16.8326
Si  1.8809  9.105  13.8409
Si  7.1219  1.6369  16.6479
Si  1.4589  13.4521  21.6215
Si  4.3037  14.7179  21.4635
Si  8.0983  4.4035  23.1598
Si  4.3515  7.4182  14.7281
Si  4.3865  10.3947  19.375
Si  12.3503  8.4314  16.4331
Si  5.2674  6.0622  17.0828
Si  11.3334  5.6471  16.2623
Si  10.6919  14.1686  19.8233
Si  3.7021  6.098  22.4684
Si  8.3908  4.6292  20.1806
Si  10.3871  3.3714  14.6686
Si  12.9081  16.2044  14.0782
Si  5.9095  15.0125  18.7057
Si  9.948  6.7242  18.6262
Si  4.1928  8.9878  21.9433
Si  13.6195  10.6544  20.9011
Si  9.6766  11.4666  19.1801
Si  10.0798  1.8344  17.1389
O  4.5775  8.5946  15.871
O  10.1635  4.7588  15.5352
O  4.9631  9.4557  20.5731
O  -0.2428  8.4845  -0.7045
O  -0.5871  7.6315  19.539
O  -0.4424  10.9161  -1.7601
O  7.5087  8.7197  -0.8916
O  12.0868  14.3128  20.6019
O  5.1337  14.5882  20.0598
O  7.6148  5.5764  -0.8578
O  1.1332  11.8712  21.352
O  6.7497  4.4484  24.0973
O  8.8493  6.0796  19.6248
O  5.6177  11.2167  18.7827
O  6.7868  6.62  16.8286
O  1.3236  9.4401  20.1134
O  14.7446  11.3443  19.9293
O  10.6122  2.076  15.638
O  11.767  3.5358  13.8496
O  4.4832  7.11  18.0613
O  2.937  7.8738  14.0698
O  5.6888  5.0139  12.3866
O  9.1206  7.6112  17.5415
O  6.8988  9.1952  12.8935
O  2.6091  3.8923  13.3555
O  5.9076  -0.0398  13.4874
O  8.2371  0.9883  12.9016
O  12.6448  17.5301  13.1852
O  2.4229  10.5588  13.409
O  5.2003  16.1949  17.8495
O  9.0714  7.6333  13.1894
O  3.5937  8.8723  -0.9877
O  8.8415  2.9407  23.3777
O  2.2239  7.8059  16.9381
O  10.9193  2.7372  18.2059
O  10.1724  11.8274  17.6512
O  9.2734  3.1593  13.5318
O  6.0004  2.2405  17.6496
O  3.6729  9.6202  18.15
O  9.2044  10.2102  13.5614
O  8.1145  11.0832  19.2029
O  10.9227  5.6427  17.8545
O  4.4624  6.0348  15.6414
O  2.0796  1.4102  12.5563
O  9.4695  5.288  12.2665
O  1.0345  8.547  12.5703
O  -1.095  10.1941  19.7622
O  6.9771  9.1214  17.7518
O  3.8767  4.7411  21.6048
O  7.3953  3.963  19.1049
O  11.7393  9.2831  17.6622
O  9.7557  15.3432  20.363
O  3.4901  11.2689  -2.1266
O  12.7734  5.0455  15.6921
O  5.3728  7.2649  13.5084
O  11.3857  7.2372  15.9064
O  3.52  6.3043  -1.648
O  8.5235  2.2949  17.137
O  7.9465  8.5825  15.3516
O  -0.0363  5.4964  -0.6938
O  0.6929  3.1092  -1.6533
O  7.485  2.7871  -1.3969
O  1.0307  9.4175  15.1838
O  14.4161  9.9449  22.1273
O  2.9842  13.8142  21.2791
O  5.0379  6.295  23.3801
O  5.9022  2.433  12.8244
O  7.1916  11.557  16.7591
O  3.7154  7.4716  21.6059
O  7.6499  4.6555  21.6123
O  6.8676  1.928  15.0961
O  9.951  12.7485  20.1302

Results
free energy: -47206.635 eV
free energy less fixed offsets of O -463.61, Si -117.95 eV per atom: -26.565 eV
pressure: -1.28 GPa
stress xx, yy, zz, yz, xz, xy (GPa, positive in tension): 0.36, 1.76, 1.73, 0.02, -0.01, -0.92

Forces (eV/angstrom), in the order of the atoms: element, x, y, z
Si  -0.2169  0.0178  -0.6957
Si  -0.014  -0.2688  -0.5108
Si  0.0561  0.1407  -0.7534
Si  -0.0354  -0.2044  -0.354
Si  -0.1692  -0.1192  -0.3215
Si  0.3064  1.0659  -0.1001
Si  0.1506  0.0493  -0.3862
Si  0.139  -0.3615  -0.0682
Si  0.0833  0.3497  -0.2219
Si  0.2868  0.1133  -0.2721
Si  -0.0185  0.0598  -0.2236
Si  0.1007  -0.1761  -0.2281
Si  -0.3447  0.1404  -0.156
Si  -0.1049  -0.3588  0.0333
Si  -0.1346  -0.3574  -0.0875
Si  0.1293  0.081  -0.3023
Si  0.0189  -0.0146  -0.0592
Si  0.034  0.1635  -0.1295
Si  0.1086  0.1218  0.2138
Si  -0.0909  -0.2478  0.0131
Si  0.2485  -0.0711  0.1285
Si  -0.1041  0.3139  -0.0713
Si  0.0838  0.0067  -0.1966
Si  -0.0073  -0.0412  -0.0876
Si  0.0095  0.0262  0.273
Si  0.021  -0.0697  -0.2014
Si  -0.0118  -0.049  0.1931
Si  -0.0415  0.0944  -0.1261
Si  0.03  -0.0053  0.0553
Si  -0.1096  -0.0716  -0.0185
Si  0.0018  -0.0458  -0.181
Si  -0.0672  0.0817  -0.116
Si  -0.1294  0.0548  0.0471
Si  0.1237  0.0143  -0.0967
Si  -0.1569  -0.0338  0.0505
Si  0.1603  -0.1323  0.0539
Si  0.052  0.041  -0.0359
Si  -0.0096  -0.063  0.002
Si  -0.0153  -0.056  -0.073
Si  -0.0024  0.0784  0.0502
Si  0.0291  0.0016  0.0131
Si  -0.0264  -0.0289  -0.0007
Si  -0.0204  0.0341  0.0665
Si  0.0374  -0.0416  -0.009
Si  -0.089  0.0478  0.0001
Si  -0.0182  -0.0132  0.1258
Si  -0.0103  0.0452  0.0089
Si  0.005  0.044  0.0248
Si  0.038  -0.0371  0.0209
Si  -0.0524  0.0465  -0.0249
Si  -0.0144  -0.0983  -0.0675
Si  0.1244  -0.008  -0.0107
Si  -0.0357  -0.0351  0.0102
Si  -0.0609  0.0528  0.004
Si  0.0019  -0.0139  -0.0094
Si  -0.0463  -0.1046  0.0932
Si  0.0212  0.0686  0.0344
Si  0.0724  0.0435  0.0285
Si  -0.0799  -0.0222  0.0524
Si  0.0065  0.0464  0.0989
Si  0.0091  0.0165  0.0141
Si  0.0017  -0.049  -0.0128
Si  -0.063  -0.0029  0.0419
Si  -0.0393  0.2157  0.1683
Si  0.0736  0.0503  0.18
Si  -0.1499  -0.1085  -0.0461
Si  -0.1204  -0.1295  0.0215
Si  0.2495  -0.1159  -0.0433
Si  0.0403  0.0342  -0.1577
Si  0.0301  -0.0497  0.0195
Si  -0.0682  0.0283  0.0764
Si  0.0811  0.0498  -0.0373
Si  -0.0155  -0.1064  0.2559
Si  -0.0167  0.14  0.2593
Si  0.0694  0.0023  0.3944
Si  -0.0889  0.161  0.3259
Si  0.0134  -0.1256  0.4461
Si  -0.0382  0.1368  0.5088
Si  0.0493  -0.1436  0.127
Si  0.015  -0.0172  0.3832
Si  -0.0452  0.0682  0.2207
Si  -0.173  0.1773  0.0804
Si  0.0998  0.3708  0.2998
Si  0.217  -0.2075  0.0753
Si  -0.0086  -0.3177  0.5297
Si  0.2479  0.4238  -0.1549
Si  0.1378  -0.2377  0.3393
Si  -0.1601  -0.1161  0.44
Si  -0.2305  -0.1903  -0.0722
Si  -0.1091  0.2715  0.4318
Si  -0.1147  -0.1084  -0.0118
Si  -0.0254  0.076  0.5494
Si  -0.1148  0.3327  0.1363
Si  -0.0148  -0.1802  0.1146
Si  -0.0937  0.0487  0.1481
Si  -0.0717  -0.1107  0.4567
Si  -0.2142  0.2308  0.1673
Si  -0.0531  -0.0757  0.3195
Si  -0.0575  0.0281  -0.4441
Si  -0.0531  -0.0635  -0.492
Si  -0.0329  0.0123  -0.1051
Si  0.1634  -0.0625  0.5665
Si  0.0464  0.1853  -0.2536
Si  -0.1188  0.0292  0.3392
Si  0.0472  -0.1463  0.4168
Si  -0.2133  0.1433  0.4267
Si  0.0456  0.0959  -0.0199
Si  -0.233  0.0136  -0.3193
Si  0.1394  0.0028  -0.4594
Si  -0.0297  0.1026  0.2995
Si  0.1158  0.0869  0.2513
Si  -0.0012  -0.023  -0.2055
Si  0.1127  -0.0605  0.2637
Si  -0.0566  0.1498  -0.4639
Si  0.0573  0.0053  -0.3022
Si  -0.0353  -0.2213  0.0585
Si  -0.0196  0.0343  0.0353
O  -0.1599  -0.4067  -0.2803
O  0.3827  -0.3149  -0.2571
O  -0.4183  0.0486  0.3537
O  0.193  0.2093  0.4706
O  -0.1074  0.1654  -0.3195
O  0.1162  -0.3085  0.234
O  -0.0757  -0.0158  0.53
O  -0.0219  -0.2696  0.2348
O  -0.081  0.0874  0.3684
O  -0.0745  -0.0837  0.5244
O  0.1599  0.0914  0.1193
O  -0.3638  0.1451  -0.2584
O  0.0491  -0.1937  -0.0353
O  0.0306  -0.3262  -0.0366
O  -0.0972  0.2557  -0.0727
O  0.0537  0.3147  0.1641
O  -0.0923  -0.4591  0.3055
O  -0.1859  0.3226  -0.1735
O  -0.1357  0.2034  0.0859
O  0.0526  0.1152  -0.5491
O  0.0174  0.1597  0.0696
O  -0.1291  0.222  -0.5531
O  -0.1041  -0.0258  -0.0632
O  -0.3709  0.2458  -0.0913
O  -0.3379  -0.0331  -0.3455
O  0.0486  -0.2407  -0.3071
O  0.3228  -0.3312  -0.0994
O  0.0325  0.0219  -0.2055
O  -0.1235  -0.2592  -0.1895
O  0.1699  0.0598  -0.0358
O  -0.0777  0.2327  -0.3049
O  0.0932  0.1454  0.3128
O  -0.1848  0.1129  -0.0089
O  -0.0012  0.1673  -0.2179
O  -0.2719  -0.2664  0.1086
O  -0.1667  0.2985  0.2505
O  0.2163  0.1078  -0.5003
O  0.2663  0.0453  -0.0575
O  0.1951  -0.1633  0.0428
O  -0.0326  0.1726  -0.36
O  0.1512  0.0508  -0.2639
O  -0.0661  0.1599  -0.3049
O  -0.0489  0.5161  -0.2843
O  -0.0742  -0.1181  -0.5612
O  0.0325  -0.0883  -0.3443
O  0.371  -0.4067  0.2055
O  0.0686  0.0662  -0.18
O  0.1635  -0.031  -0.1975
O  0.0753  0.1309  0.2766
O  0.017  0.0783  0.2453
O  0.1152  -0.2191  0.01
O  -0.1252  -0.0415  -0.0396
O  0.1197  -0.2461  0.6935
O  -0.162  -0.0797  -0.5763
O  0.0386  -0.0622  -0.5662
O  0.1334  -0.2043  0.0034
O  -0.0437  0.2646  0.3059
O  0.0722  -0.2246  -0.1266
O  0.0218  0.0525  -0.4519
O  0.0987  0.0139  0.5986
O  0.1038  0.3016  0.2838
O  -0.2606  -0.1768  -0.1432
O  0.2596  -0.285  -0.3153
O  0.1128  -0.0142  -0.1132
O  -0.0149  0.0154  0.2447
O  -0.0195  -0.4761  0.2538
O  0.1631  -0.0613  -0.0414
O  0.051  0.169  0.0922
O  0.0816  -0.1125  0.4591
O  0.1136  -0.1693  0.5107
O  0.1367  -0.2069  -0.3779
O  0.102  0.1108  -0.2447
